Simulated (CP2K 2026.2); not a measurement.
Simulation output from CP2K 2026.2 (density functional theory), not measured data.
Periodic cell of 504 atoms, Si360O144, from a study of silicon, its oxide and their interface. The atomic structure is a simulated model.
Doubt: the forces sum to 0.52 eV/angstrom along one axis rather than to zero, so they err by at least 0.0010 eV/angstrom per atom on average; the grid cutoff is modest.

Settings: functional PBE; method Gaussian and plane waves; basis set DZVP-MOLOPT-SR-GTH; pseudopotentials GTH-PBE; grid cutoff 300 Ry, relative cutoff 40 Ry; k points Gamma only; occupations fixed; spin none; net charge 0.

Cell vectors (angstrom)
a	16.32	0	0
b	0	16.32	0
c	-6.965	-7.5229	33.4556

Atoms and the computed forces on them: element, x, y, z (angstrom), force x, y, z (eV/angstrom)
Si	1.659	-1.809	0.015	-0.049	0.244	0.784
Si	4.387	1.024	0.099	-0.13	0.059	0.729
Si	1.097	4.503	0.1	0.005	-0.154	0.731
Si	4.179	6.646	0.134	-0.142	0.306	0.719
Si	1.208	-6.606	0.22	0.216	-0.15	0.784
Si	3.99	-3.931	0.001	0.133	-0.227	0.705
Si	6.604	-1.192	0.129	0.135	-0.084	0.683
Si	9.697	1.153	-0.121	-0.185	0.26	0.683
Si	6.399	4.379	0.124	0.214	-0.217	0.756
Si	9.206	6.948	0.052	0.148	-0.02	0.75
Si	7.074	9.26	-0.086	-0.205	0.174	0.777
Si	-6.407	-4.327	0.085	-0.419	0.23	0.65
Si	-4.443	-1.172	-0.052	0.304	-0.14	0.705
Si	-1.56	1.692	0.163	-0.06	-0.076	0.704
Si	-3.79	3.864	0.002	-0.144	0.126	0.784
Si	-1.08	6.748	0.034	-0.233	0.083	0.694
Si	-4.339	-6.747	0.137	0.32	-0.136	0.658
Si	-1.013	-4.385	0.172	-0.276	0.14	0.699
Si	2.704	-0.084	1.283	-0.019	-0.029	-0.068
Si	5.41	2.685	1.402	-0.015	0.014	-0.043
Si	2.662	5.512	1.494	0.014	-0.004	-0.05
Si	5.47	8.202	1.321	0.012	-0.013	-0.059
Si	2.817	-5.427	1.407	-0.006	0.012	-0.054
Si	5.439	-2.745	1.404	-0.013	0.01	-0.052
Si	8.186	0.034	1.33	0.01	-0.006	-0.031
Si	-5.455	2.721	1.231	0.025	-0.004	-0.05
Si	8.058	5.438	1.398	0.003	0.015	-0.078
Si	-5.516	8.051	1.411	-0.045	-0.005	-0.031
Si	8.154	10.897	1.228	0.024	-0.018	-0.048
Si	-5.405	-2.712	1.457	-0.002	0.002	-0.04
Si	-2.753	-0.037	1.214	-0.005	0.014	-0.05
Si	-0.001	2.862	1.42	0	0.026	-0.034
Si	-2.678	5.497	1.289	0.02	-0.004	-0.037
Si	0.033	8.169	1.508	0.005	0.005	-0.057
Si	-2.712	-5.51	1.359	0.001	0.009	-0.052
Si	0.075	-2.777	1.44	-0.013	0.009	-0.058
Si	1.365	1.36	2.632	0.027	0.001	0.017
Si	4.018	4.041	2.746	0.011	0.018	0.033
Si	1.373	6.851	2.879	0	0.013	0.037
Si	4.146	9.526	2.738	-0.011	-0.028	0.014
Si	1.416	-4.121	2.806	0.009	-0.018	0.033
Si	4.05	-1.384	2.741	-0.001	0.018	0.036
Si	6.842	1.382	2.731	-0.001	-0.008	0.019
Si	9.51	4.06	2.645	-0.005	-0.002	-0.004
Si	6.751	6.823	2.759	-0.008	0.02	0.048
Si	9.487	9.535	2.689	-0.03	0.016	0.042
Si	6.826	12.206	2.684	0.014	-0.02	0.002
Si	-6.833	-1.363	2.733	-0.005	0.013	0.012
Si	-4.113	1.33	2.635	0.017	0.012	0.029
Si	-1.363	4.184	2.774	-0.037	-0.003	0.038
Si	-4.087	6.744	2.708	0.021	0.011	0.002
Si	-1.401	-6.831	2.793	-0.002	0.002	0.038
Si	-4.002	-4.08	2.739	0.009	-0.006	0.019
Si	-1.365	-1.35	2.638	-0.021	0.005	0.004
Si	-0.013	0.019	4.007	0.011	-0.005	0.006
Si	2.687	2.675	4.085	-0.016	0.006	0.008
Si	-0.01	5.476	4.175	-0.01	-0.017	-0.002
Si	2.776	8.204	4.145	-0.002	-0.001	0.002
Si	0.002	-5.468	4.119	0.014	-0.003	-0.011
Si	2.729	-2.723	4.143	0.012	0.006	-0.002
Si	5.447	-0.003	4.057	-0.014	0	-0.007
Si	8.19	2.731	4.08	-0.004	-0.005	-0.001
Si	5.401	5.426	4.085	0.001	0.006	-0.007
Si	8.145	8.182	4.086	-0.014	0.017	-0.019
Si	5.482	10.881	4.096	-0.005	0.019	-0.006
Si	8.145	-2.74	4.072	-0.001	0.016	0.013
Si	-5.443	0	4.06	0.017	0.001	-0.014
Si	-2.75	2.722	4.023	0.007	-0.006	-0.03
Si	-5.454	5.395	4.049	-0.01	-0.006	0.013
Si	-2.763	8.121	4.108	0.008	-0.002	-0.005
Si	-5.438	-5.437	4.048	0	-0.014	-0.019
Si	-2.668	-2.703	4.074	0.015	-0.032	0.015
Si	1.385	-1.374	16.292	-0.003	-0.002	-0.015
Si	4.098	1.367	16.342	-0.001	0.011	0.001
Si	1.371	4.095	16.305	0.008	0.015	-0.011
Si	4.084	6.804	16.315	0.003	-0.012	-0.013
Si	1.377	-6.779	16.332	0.008	0.016	-0.002
Si	4.06	-4.085	16.338	-0.007	0.003	-0.003
Si	6.788	-1.344	16.35	0.007	-0.002	0.002
Si	-6.831	1.358	16.33	0.001	-0.014	-0.001
Si	6.801	4.074	16.344	-0.003	-0.001	-0.004
Si	-6.798	6.786	16.361	0.007	0.001	0.001
Si	6.796	9.527	16.318	-0.01	0.01	-0.011
Si	-6.819	-4.079	16.29	0.001	-0.011	-0.014
Si	-4.095	-1.366	16.254	0.005	-0.009	-0.021
Si	-1.365	1.374	16.26	0	0.001	-0.016
Si	-4.087	4.1	16.319	0.013	-0.005	-0.007
Si	-1.379	6.802	16.33	-0.01	0	-0.003
Si	-4.058	9.502	16.315	-0.011	-0.002	-0.007
Si	-1.346	-4.096	16.304	-0.004	0.001	-0.008
Si	2.706	0.007	17.661	-0.003	-0.019	0.018
Si	5.469	2.709	17.731	-0.005	-0.009	0.006
Si	2.746	5.434	17.676	-0.005	0.012	0.013
Si	5.423	8.18	17.674	0.009	-0.013	-0.014
Si	2.722	-5.434	17.751	-0.009	-0.013	0.011
Si	5.405	-2.708	17.682	-0.004	-0.011	0.025
Si	8.132	0.022	17.74	-0.004	0.001	0.01
Si	-5.451	2.726	17.648	0.013	0.007	0.021
Si	8.14	5.431	17.725	0.005	0.014	0.02
Si	-5.385	8.132	17.696	0.009	-0.003	-0.004
Si	8.173	10.872	17.667	0.004	0.016	0.011
Si	-5.5	-2.667	17.613	0.001	0.01	-0.017
Si	-2.685	-0.047	17.574	-0.012	0.006	0.006
Si	-0.039	2.757	17.619	-0.004	-0.003	-0.006
Si	-2.745	5.453	17.717	-0.005	0.016	0.005
Si	-0.008	-8.137	17.648	-0.003	-0.023	0.006
Si	-2.714	-5.441	17.669	0.007	0.004	0.032
Si	0.069	-2.775	17.642	0.005	-0.003	-0.002
Si	1.289	1.384	18.946	-0.002	-0.007	-0.029
Si	4.101	4.074	19.065	0.004	0.017	-0.013
Si	1.355	6.813	18.975	0.002	0.005	-0.036
Si	4.091	-6.816	19.095	-0.007	0.004	0.002
Si	1.361	-4.081	19.14	-0.009	0.008	-0.006
Si	4.037	-1.345	19.057	0.005	0.01	-0.018
Si	6.8	1.369	19.168	-0.008	0.025	-0.008
Si	-6.794	4.062	19.066	-0.009	-0.037	-0.014
Si	6.757	6.839	19.048	0.011	-0.014	-0.018
Si	-6.75	9.504	19.002	0.004	-0.005	-0.024
Si	6.793	-4.081	18.997	-0.006	0.003	-0.042
Si	9.498	-1.353	19.071	0.017	-0.016	-0.005
Si	-4.06	1.296	18.888	-0.011	-0.003	-0.034
Si	-1.37	4.083	19.039	0.002	-0.007	-0.002
Si	-4.061	6.803	19.15	-0.012	0.012	-0.023
Si	-1.324	-6.778	19.048	0.01	0.008	-0.014
Si	-4.137	-4.021	18.909	0.001	-0.009	-0.03
Si	-1.286	-1.392	18.916	0.011	0.003	-0.026
Si	-0.002	-0.013	20.316	-0.002	-0.007	0.052
Si	2.628	2.711	20.313	-0.006	0.014	0.039
Si	0.011	5.471	20.357	-0.006	0.017	0.054
Si	2.671	8.145	20.404	-0.023	0.002	0.057
Si	-0.002	-5.446	20.515	0.018	-0.002	0.064
Si	2.702	-2.682	20.493	-0.017	0.005	0.048
Si	5.358	0.014	20.474	-0.017	-0.007	0.072
Si	8.221	2.71	20.528	0.017	0.004	0.056
Si	5.417	5.489	20.45	0.006	-0.012	0.038
Si	8.216	8.143	20.364	0.005	-0.027	0.054
Si	5.509	-5.467	20.407	0.018	0.012	0.06
Si	8.082	-2.694	20.402	-0.013	-0.004	0.071
Si	-5.379	0.006	20.338	0.006	0.008	0.062
Si	-2.708	2.593	20.269	0.013	-0.014	0.032
Si	-5.457	5.41	20.477	0.026	0.028	0.05
Si	-2.645	-8.122	20.46	-0.008	-0.033	0.046
Si	-5.463	-5.344	20.307	-0.01	0.009	0.032
Si	-2.7	-2.718	20.194	0.004	-0.01	0.043
Si	1.504	-1.059	21.773	-0.07	-0.29	-0.71
Si	3.687	1.174	21.691	0.223	0.01	-0.762
Si	1.502	4.246	21.679	-0.173	-0.133	-0.749
Si	3.691	6.512	21.735	0.233	0.074	-0.749
Si	1.193	-7.026	21.844	0.097	0.241	-0.761
Si	4.358	-3.878	21.666	-0.196	-0.048	-0.772
Si	6.486	-1.593	21.768	0.151	0.205	-0.758
Si	-6.423	1.538	21.774	-0.192	-0.054	-0.706
Si	7.036	4.367	21.726	-0.025	-0.145	-0.734
Si	-7.062	6.573	21.792	0.205	0.089	-0.697
Si	7.142	-6.601	21.703	-0.151	-0.038	-0.674
Si	9.245	-4.271	21.671	0.14	0.082	-0.751
Si	-3.753	-1.167	21.554	-0.147	-0.006	-0.752
Si	-1.58	1.058	21.664	0.116	0.176	-0.76
Si	-4.237	3.724	21.569	-0.039	0.133	-0.669
Si	-0.993	7.062	21.755	-0.253	-0.063	-0.779
Si	-3.862	-6.447	21.577	-0.005	-0.146	-0.707
Si	-1.692	-4.238	21.641	0.25	0.02	-0.713
Si	5.454	6.178	-4.511	-0.045	-0.058	0.05
Si	5.42	2.619	23.815	-0.015	0.009	-0.137
Si	8.077	7.41	-4.798	-0.018	0.034	0.004
Si	-6.231	-6.931	-4.884	-0.062	-0.025	-0.015
Si	7.56	-1.622	-2.711	-0.052	0.026	0.092
Si	-1.121	-2.987	-4.549	0.054	-0.006	-0.018
Si	6.796	-0.104	24.513	-0.06	-0.108	-0.083
Si	-3.767	5.598	-6.92	-0.079	0.053	0.047
Si	5.233	-5.766	-2.266	0.016	0.067	0.159
Si	-4.978	7.835	23.54	-0.137	0.001	-0.078
Si	-7.788	-6.138	26.204	-0.017	0.007	0.02
Si	7.186	1.46	-5.579	0.039	-0.065	0.127
Si	1.224	5.117	-5.248	0.013	-0.071	-0.059
Si	-6.662	0.096	24.606	0.054	0.078	-0.207
Si	-1.403	3.934	-6.184	-0.018	-0.085	0.09
Si	-5.009	-7.183	26.154	0.048	0.038	-0.025
Si	8.024	-7.057	-6.84	-0.033	0.138	-0.109
Si	1.643	3.66	-2.76	0.032	-0.033	0.183
Si	-5.496	5.355	-2.194	-0.02	-0.019	0.135
Si	5.14	-0.447	-4.401	0.087	0.007	0.064
Si	-4.92	-3.266	-2.142	-0.075	0.062	0.175
Si	-0.076	2.668	23.957	-0.043	-0.038	-0.151
Si	5.993	-5.123	-5.333	0	-0.126	0.171
Si	7.834	6.165	26.042	0.041	0.023	0.005
Si	2.419	-4.995	23.751	0.021	-0.102	-0.052
Si	-5.11	0.93	-5.149	-0.189	0.065	0.037
Si	-4.073	-4.193	26.177	-0.048	0.055	0.026
Si	-5.512	-4.139	-4.857	-0.032	0.036	0.068
Si	2.669	-1.73	-5.233	-0.04	-0.034	-0.02
Si	6.265	3.964	-2.862	-0.05	0.126	0.215
Si	-2.904	5.628	23.521	-0.006	-0.003	0.003
Si	-5.952	3.351	-6.82	0.083	0.128	-0.109
Si	-4.067	7.262	-4.271	-0.012	-0.008	0.028
Si	-2.35	-4.661	-2.379	0.069	-0.028	0.087
Si	-2.499	-7.697	-2.122	-0.027	-0.027	0.159
Si	5.95	4.125	-6.855	-0.071	-0.03	-0.099
Si	6.616	-7.653	24.606	-0.016	-0.072	-0.102
Si	-4.807	2.129	26.226	-0.022	-0.038	-0.046
Si	-7.247	-0.522	-6.647	0.039	-0.04	-0.052
Si	-0.324	1.401	-2.56	0.105	0.002	0.118
Si	-7.333	4.553	-4.339	0.105	0.085	0.094
Si	4.049	1.867	-2.838	0.049	0.016	0.128
Si	2.892	-7.905	-2.074	0.074	0.01	0.202
Si	8.108	-2.988	-5.169	0.111	-0.006	0.121
Si	0.111	-2.921	23.717	-0.072	0.08	-0.07
Si	-2.492	3.793	25.628	0.053	-0.03	-0.042
Si	-7.266	1.017	-3.059	-0.103	0.008	0.085
Si	0.804	-1.244	-2.954	0.035	-0.113	0.034
Si	3.999	7.325	24.752	0.026	-0.03	-0.116
Si	2.665	7.653	-4.957	0.007	0.033	-0.019
Si	-5.413	-2.646	23.8	-0.026	0.103	-0.147
Si	-2.205	1.417	-4.773	0.049	0.17	-0.097
Si	5.267	4.671	25.929	0.05	0.072	-0.075
Si	0.943	-3.869	-6.434	-0.089	0.03	-0.012
Si	1.335	-1.337	5.423	-0.007	0.012	0.005
Si	4.085	1.349	5.432	0.005	-0.005	0.008
Si	1.348	4.055	5.458	0.007	0.002	0.01
Si	4.087	6.79	5.477	0.002	-0.002	0.016
Si	1.374	9.526	5.486	-0.002	0.002	0.015
Si	4.11	12.237	5.463	-0.007	-0.019	0.013
Si	6.789	-1.372	5.428	0	-0.007	0.007
Si	9.533	1.357	5.437	-0.004	-0.001	0.011
Si	6.804	4.087	5.425	-0.003	-0.003	0.008
Si	9.519	6.794	5.407	0.012	0	0.006
Si	6.81	9.521	5.472	-0.006	-0.006	0.004
Si	-6.79	12.238	5.424	0	-0.005	0.005
Si	-4.069	-1.358	5.414	-0.002	0.002	0.002
Si	-1.372	1.369	5.39	0	0.006	0.001
Si	-4.1	4.051	5.426	0.007	-0.003	0.001
Si	-1.388	6.812	5.5	0.007	0.007	0.015
Si	-4.109	-6.805	5.435	0.013	0.02	0.014
Si	-1.337	-4.068	5.451	-0.005	0.01	0.016
Si	2.712	0.002	6.792	0	-0.001	-0.001
Si	5.444	2.72	6.785	0.004	-0.004	0.001
Si	2.714	5.425	6.812	-0.008	-0.002	-0.001
Si	5.451	8.155	6.823	-0.007	0.001	0.005
Si	2.736	10.891	6.825	-0.002	0.003	0.005
Si	5.452	-2.719	6.819	-0.002	0.008	0
Si	8.161	-0.008	6.781	-0.001	0.004	0
Si	10.878	2.71	6.81	0.003	-0.008	0.005
Si	8.161	5.446	6.788	-0.007	0.003	-0.005
Si	-5.454	8.148	6.794	0.002	0.008	-0.003
Si	-8.143	10.886	6.807	-0.001	0.005	0.004
Si	-5.431	-2.717	6.78	-0.001	0.001	0.003
Si	-2.715	0.006	6.775	-0.003	0.001	-0.004
Si	-0.022	2.703	6.797	-0.005	0.006	-0.001
Si	-2.747	5.416	6.807	0	0.001	-0.002
Si	0	8.165	6.832	-0.002	-0.001	0.005
Si	-2.728	-5.438	6.782	0.011	-0.006	0
Si	0.005	-2.702	6.81	0.007	-0.013	0.002
Si	1.354	1.358	8.158	-0.008	-0.001	-0.009
Si	4.087	4.073	8.162	0.001	0.011	-0.009
Si	1.357	6.788	8.174	-0.009	-0.011	-0.001
Si	4.087	9.515	8.176	-0.005	-0.004	-0.005
Si	1.368	-4.063	8.166	0.008	0.01	0.003
Si	4.073	-1.358	8.157	-0.002	-0.006	0
Si	6.802	1.356	8.143	-0.006	-0.002	-0.009
Si	9.514	4.081	8.153	0.011	0.004	-0.005
Si	6.811	6.797	8.172	0.001	0.011	0
Si	-6.799	9.513	8.165	0	0.001	-0.001
Si	6.815	-4.08	8.17	-0.002	-0.001	-0.002
Si	-6.795	-1.363	8.145	0.005	-0.004	-0.006
Si	-4.073	1.352	8.157	0	0.002	0.002
Si	-1.372	4.067	8.162	-0.006	-0.007	0.001
Si	-4.094	6.793	8.158	-0.001	-0.009	-0.006
Si	-1.368	-6.785	8.162	0.01	0.012	0
Si	-4.082	-4.079	8.151	-0.004	0.001	-0.005
Si	-1.367	-1.349	8.158	0.006	0.004	-0.008
Si	-0.003	0.002	9.523	0.005	-0.006	0.003
Si	2.717	2.719	9.517	-0.002	0	-0.001
Si	-0.008	5.428	9.522	-0.002	0.001	0
Si	2.723	8.152	9.527	0.001	0.005	-0.005
Si	0	-5.429	9.515	-0.004	0.006	-0.004
Si	2.724	-2.713	9.528	-0.006	-0.006	0.002
Si	5.439	0.004	9.508	-0.003	0.004	-0.006
Si	8.154	2.719	9.509	-0.004	-0.001	-0.005
Si	5.442	5.437	9.523	0.002	-0.006	0
Si	-8.158	8.161	9.532	0.001	-0.003	0.001
Si	5.45	-5.441	9.528	-0.002	0.004	-0.001
Si	-8.148	-2.718	9.521	-0.001	0.002	-0.003
Si	-5.44	-0.004	9.513	0.003	-0.001	-0.002
Si	-2.724	2.711	9.527	0.003	0.003	-0.002
Si	-5.45	5.44	9.52	-0.001	0.009	-0.002
Si	-2.726	8.158	9.51	0.001	-0.006	-0.009
Si	-5.438	-5.441	9.518	0.004	-0.005	-0.002
Si	-2.726	-2.717	9.514	-0.002	-0.001	0
Si	1.361	-1.355	10.882	0.002	-0.001	0.003
Si	4.081	1.36	10.874	0.003	-0.007	-0.001
Si	1.361	4.079	10.884	-0.003	0.004	0.002
Si	4.085	6.797	10.89	-0.002	-0.001	0.002
Si	1.36	9.522	10.87	-0.006	-0.003	-0.001
Si	4.084	-4.079	10.878	-0.003	0.01	0
Si	6.801	-1.355	10.867	-0.002	-0.006	-0.002
Si	9.515	1.361	10.867	0.006	0.005	-0.004
Si	6.801	4.077	10.88	0	0	0
Si	-6.802	6.797	10.887	0.001	0.003	0
Si	-9.516	9.52	10.895	0.001	-0.005	0
Si	-6.799	-4.084	10.885	0.001	-0.002	0.001
Si	-4.086	-1.362	10.881	-0.005	0	-0.002
Si	-1.36	1.36	10.889	-0.001	0.003	0
Si	-4.086	4.081	10.874	-0.003	-0.004	0.001
Si	-1.366	6.799	10.871	0.002	0.001	0.003
Si	-4.081	9.515	10.875	0.005	0.003	-0.003
Si	-1.362	-4.075	10.874	0.006	0.001	0.002
Si	2.729	0	12.238	-0.004	0.001	0.002
Si	5.437	2.721	12.237	-0.005	0.002	0
Si	2.718	5.442	12.249	0	-0.002	0.004
Si	5.447	8.156	12.253	0	0.006	0.004
Si	2.723	10.877	12.232	0	-0.002	-0.001
Si	5.444	-2.715	12.229	0.004	0.001	0.001
Si	8.154	0.005	12.231	-0.005	0.003	-0.001
Si	10.867	2.727	12.228	0.002	-0.001	-0.002
Si	8.157	5.437	12.245	0.003	0.003	0.002
Si	-5.444	8.163	12.24	0	-0.009	0
Si	-8.16	10.882	12.256	-0.001	0.001	0.005
Si	-5.442	-2.724	12.245	0.006	-0.004	0.004
Si	-2.729	0.002	12.242	0.003	-0.006	0.002
Si	0.005	2.719	12.247	0.003	0	0.005
Si	-2.726	5.443	12.233	-0.004	0.002	-0.001
Si	0.002	8.158	12.225	-0.002	0.003	0.001
Si	-2.714	-5.449	12.23	-0.005	0	-0.002
Si	-0.002	-2.717	12.232	0	-0.001	0.003
Si	1.377	1.36	13.6	0.007	-0.009	0.006
Si	4.084	4.082	13.604	0.001	0.001	0.005
Si	1.356	6.812	13.602	-0.005	0.007	0.003
Si	4.081	9.522	13.601	-0.005	0	0.007
Si	1.362	-4.081	13.584	-0.006	0.006	0.002
Si	4.094	-1.358	13.597	0.003	-0.011	-0.003
Si	6.795	1.363	13.597	0.001	-0.002	0.005
Si	9.514	4.077	13.605	0.004	-0.001	-0.004
Si	6.809	6.795	13.615	0.003	-0.013	0.005
Si	-6.8	9.514	13.613	0.006	0	0.007
Si	6.786	-4.071	13.602	-0.009	0.012	-0.001
Si	9.506	-1.358	13.593	0.001	-0.001	0.007
Si	-4.098	1.374	13.587	-0.012	0.012	-0.006
Si	-1.359	4.091	13.593	0	0	0.005
Si	-4.089	6.799	13.595	-0.001	0.009	0.004
Si	-1.35	9.512	13.59	0.006	-0.006	-0.003
Si	-4.077	-4.098	13.589	0.014	-0.012	0
Si	-1.362	-1.361	13.593	-0.007	0.003	0.005
Si	0.012	-0.006	14.943	0	0.001	0.001
Si	2.734	2.72	14.968	0.005	-0.002	-0.001
Si	-0.005	5.453	14.962	0.001	0.002	-0.001
Si	2.722	8.17	14.964	-0.001	-0.002	-0.002
Si	0.014	-5.447	14.946	0.002	-0.001	0.004
Si	2.734	-2.731	14.938	-0.006	-0.002	0.001
Si	5.443	0.007	14.967	0	-0.002	0.003
Si	8.147	2.721	14.963	-0.002	0.003	0.001
Si	5.447	5.434	14.972	-0.003	0.008	-0.004
Si	8.168	8.151	14.985	-0.005	-0.002	0.003
Si	5.43	10.887	14.967	0.004	0.003	-0.001
Si	8.135	-2.705	14.961	0.001	-0.008	0.001
Si	-5.463	0.018	14.943	0.008	0.004	0
Si	-2.738	2.741	14.937	-0.007	-0.004	-0.006
Si	-5.453	5.447	14.962	0.001	-0.001	0.006
Si	-2.716	8.151	14.942	-0.001	-0.006	0.002
Si	-5.432	-5.449	14.965	0.012	0.009	-0.002
Si	-2.716	-2.741	14.939	-0.01	-0.004	-0.005
O	3.799	1.682	-1.259	-0.441	0.15	0.036
O	6.479	-6.436	-1.473	0.243	-0.088	-0.488
O	2.609	0.061	22.245	0.14	0.146	0.279
O	8.117	5.488	22.28	0.173	0.151	0.617
O	7.905	7.709	-6.39	-0.145	-0.535	-0.518
O	-7.562	-0.55	-2.811	0.309	-0.182	-0.043
O	6.193	-1.091	-3.375	-0.219	0.049	0.068
O	0.122	-5.485	-0.226	0.105	0.024	-0.297
O	-1.114	3.526	24.835	0.173	0.239	0.033
O	-5.516	-5.67	-0.164	0.117	-0.142	-0.381
O	-4.693	-7.069	22.83	-0.104	0.408	0.336
O	2.651	5.314	22.149	0.038	-0.124	0.176
O	-0.01	5.596	-0.448	0.136	0.122	-0.381
O	4.043	7.225	23.147	0.313	0.284	0.078
O	1.751	-7.248	-1.162	-0.02	-0.225	-0.275
O	6.617	-7.426	23.009	-0.017	-0.56	0.116
O	-8.103	-5.45	22.186	0.141	-0.032	0.582
O	-0.582	1.106	-1.002	0.151	-0.238	0.13
O	-6.499	-3.511	22.984	-0.202	-0.097	0.364
O	-5.328	2.682	22.226	-0.181	0.248	0.304
O	6.855	3.909	-1.363	0.511	-0.165	-0.12
O	-1.513	-3.821	-1.275	0.07	0.604	-0.157
O	-2.682	-0.064	22.139	-0.268	-0.188	0.237
O	-4.802	6.494	-3.072	-0.021	0.157	0.257
O	6.84	4.946	25.675	0.158	-0.52	-0.115
O	4.056	-6.848	-2.41	-0.164	-0.057	-0.27
O	-5.501	0.009	-0.463	-0.179	0.042	-0.074
O	6.886	-6.317	-5.948	-0.204	-0.216	0.01
O	-4.343	-4.291	-5.946	0.301	-0.061	0.131
O	-5.886	-0.332	-5.788	0.562	-0.394	-0.108
O	2.846	-2.847	-0.433	-0.099	0.04	-0.43
O	6.643	7.204	-4.104	0.036	0.065	0.438
O	2.062	-1.873	-3.739	0.054	-0.397	0.106
O	5.515	-0.071	-0.391	0.03	-0.113	-0.231
O	2.83	2.761	-3.37	-0.097	-0.05	-0.725
O	7.255	-1.961	-1.164	0.036	-0.465	-0.04
O	0.081	-3.94	-5.068	-0.098	-0.36	0.146
O	-7.298	6.123	-4.666	0.527	0.071	0.195
O	-2.803	-5.333	22.16	0.051	-0.072	0.168
O	0.831	3.624	23.027	-0.005	-0.041	0.084
O	-4.192	-1.976	-1.464	0.372	0.153	-0.371
O	-6.854	0.722	23.116	-0.353	-0.298	0.013
O	-2.979	5.251	25.088	0.047	0.288	0.244
O	5.105	-7.87	25.128	-0.187	0.452	0.547
O	-3.853	-7.475	-1.247	-0.225	-0.31	-0.23
O	0.754	0.359	-3.143	0.261	0.082	-0.1
O	-4.177	-5.808	26.234	0.041	-0.052	-0.006
O	-7.246	1.677	-1.561	-0.226	0.508	-0.112
O	-4.69	-3.655	24.801	-0.24	-0.517	-0.139
O	-0.878	1.632	23.018	-0.257	-0.279	0.313
O	1.926	4.006	-1.213	0.428	-0.11	-0.15
O	5.253	5.483	-0.235	-0.13	0.02	-0.437
O	-3.913	-4.535	-1.991	-0.305	-0.497	0.297
O	-6.467	7.329	23.132	-0.111	0.02	0.215
O	2.014	-0.39	-5.872	0.026	0.195	0.194
O	-6.334	-3.593	-1.393	-0.324	0.31	-0.537
O	-1.542	7.621	-1.275	0.009	0.112	-0.055
O	5.908	0.478	-5.47	-0.091	0.1	-0.309
O	-3.698	6.201	-5.423	0.426	-0.082	0.018
O	-1.758	1.241	-3.251	-0.506	-0.078	0.387
O	1.913	-6.448	23.211	0.042	-0.337	0.389
O	-5.063	4.66	-7.158	-0.077	0.325	-0.095
O	-7.449	-7.673	-4.098	-0.33	0.021	0.542
O	-5.777	-5.574	-4.145	0.151	-0.081	0.586
O	-8.08	0.862	-6.663	0.057	0.339	-0.58
O	-5.07	2.184	-6.163	0.527	0.249	-0.024
O	-4.533	8.034	25.074	0.435	-0.148	0.216
O	5.428	-2.763	22.202	0.076	0.128	0.534
O	-5.681	1.057	25.424	0.303	0.148	0.033
O	3.788	-4.628	22.991	0.41	-0.258	0.492
O	-1.482	6.257	23.097	0.486	-0.291	0.511
O	5.909	5.361	-5.825	0.32	0.337	-0.001
O	0.903	-1.488	-1.372	-0.283	-0.104	0.003
O	1.246	-3.989	23.327	-0.076	0.004	-0.416
O	-3.57	0.59	-4.904	-0.039	-0.688	0.063
O	2.19	7.977	-3.451	-0.619	-0.188	-0.102
O	7.539	4.148	-3.809	-0.148	-0.247	-0.389
O	-2.261	3.008	-5.146	-0.487	0.181	0.104
O	-1.772	-2.26	-5.845	-0.395	0.506	0.18
O	8.055	-2.904	-3.55	0.373	-0.526	0.17
O	7.521	7.402	25.062	0.328	0.034	-0.114
O	1.281	-5.355	-6.912	-0.36	0.019	-0.038
O	-0.187	-2.897	25.297	0.149	0.354	0.392
O	6.246	3.736	22.995	0.08	-0.015	0.442
O	7.037	-0.981	23.171	0.453	0.123	0.328
O	0.098	8.159	22.3	-0.209	-0.21	0.484
O	3.536	7.164	-1.274	-0.196	-0.139	-0.081
O	-0.363	4.928	-5.469	-0.211	0.419	0.321
O	-1.108	0.777	-5.777	0.285	-0.588	0.091
O	-6.238	4.299	-3.177	0.13	-0.566	-0.012
O	-6.859	-3.713	-5.633	-0.011	-0.226	-0.364
O	-1.884	-6.214	-2.368	0.518	0.021	-0.055
O	7.232	-6.328	25.279	-0.135	0.556	-0.21
O	5.465	2.589	-3.136	0.108	-0.012	-0.059
O	6.792	-3.76	-5.624	-0.213	0.49	-0.297
O	2.558	7.784	25.336	-0.503	0.164	-0.296
O	-1.234	-3.382	22.952	-0.293	0.298	0.167
O	-0.569	-1.88	-3.519	-0.368	0.274	0.264
O	-6.81	-6.573	-6.37	0.331	0.411	-0.303
O	1.653	6.613	-5.666	-0.351	0.231	-0.496
O	-2.516	-3.803	26.207	-0.009	-0.115	-0.012
O	-3.229	4.256	22.737	0.444	-0.348	0.258
O	2.684	-7.334	-5.856	0.245	0.299	0.17
O	5.246	5.175	-3.249	-0.52	0.065	0.313
O	4.278	-1.592	-5.153	0.198	-0.313	-0.335
O	1.537	4.978	-3.667	0.163	0.575	0.267
O	4.14	7.015	-4.856	0.143	-0.009	-0.145
O	7.93	1.533	-4.12	-0.207	0.516	0.282
O	8.092	-1.553	-5.893	-0.216	-0.018	0.024
O	-2.428	4.731	-7.12	0.259	-0.12	-0.58
O	6.664	2.86	-6.163	-0.046	-0.118	0.121
O	4.173	2.043	22.977	-0.246	0.252	0.391
O	4.65	-4.998	-6.219	-0.424	-0.043	0.139
O	-3.556	2.611	25.317	0.09	-0.122	-0.278
O	4.074	0.445	-3.576	-0.118	-0.257	0.135
O	-5.824	1.276	-3.737	0.174	0.507	0.161
O	-6.544	6.104	-1.218	-0.107	-0.292	-0.483
O	-6.097	-1.415	24.578	-0.131	-0.18	0.27
O	-4.395	4.539	-1.349	0.076	0.144	-0.301
O	6.403	1.397	24.119	0.337	-0.025	-0.283
O	5.678	-5.309	-3.754	0.043	-0.139	0.036
O	-4.975	-7.927	-4.97	0.28	-0.03	-0.539
O	-2.673	2.744	-0.454	0.007	-0.167	-0.351
O	-2.788	7.966	-3.57	0.296	-0.025	-0.324
O	0.866	1.904	25.03	0.345	-0.361	-0.115
O	-6.94	5.682	25.898	0.342	0.265	-0.693
O	0.229	2.884	-2.842	-0.358	0.534	-0.428
O	0.676	-1.521	23.119	-0.129	0.338	0.362
O	-5.167	-3.042	-3.72	-0.076	0.458	-0.348
O	4.873	3.312	25.159	-0.361	-0.193	0.286
O	-4.003	6.679	22.999	0.104	0.069	-0.278
O	-4.316	-2.014	22.811	0.288	-0.273	0.311
O	-8.151	8.104	-0.498	0.128	-0.095	-0.589
O	2.702	-4.787	25.319	-0.109	-0.242	0.511
O	-8.118	-0.003	25.303	0.044	0.078	0.762
O	2.28	-3.019	-6.123	0.466	-0.213	-0.366
O	-7.046	3.754	-5.702	-0.594	-0.405	-0.173
O	-0.523	2.963	-7.136	0.71	0.263	-0.372
O	5.629	-0.747	25.43	-0.532	0.354	-0.072
O	4.675	-4.526	-1.364	0.103	0.284	-0.224
O	2.096	4.02	-6.053	-0.131	-0.401	0.117
O	-2.167	-3.954	-3.809	-0.536	-0.01	-0.515
O	-6.503	-6.875	25.624	-0.127	0.085	-0.635
O	4.385	5.901	25.382	-0.199	-0.137	0.156

Results
total energy: -101657.905 eV
total energy less fixed offsets of O -438.25, Si -107.07 eV per atom: -4.705 eV
